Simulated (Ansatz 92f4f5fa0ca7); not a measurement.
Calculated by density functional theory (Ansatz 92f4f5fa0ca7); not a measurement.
Periodic cell of 224 atoms, Si133O90H1, from a study of silicon, its oxide and their interface. The atomic structure is a simulated model.
Doubt: the cutoff is far below the 930 eV that the study's wrapper takes by default for these files, so forces and energies are approximate.
This geometry differs little from another in the collection (a relaxation step or a small displacement).

Settings
functional: PBE
potential files: Ansatz PAW
basis: plane waves
wave-function cutoff: 580 eV
density cutoff ratio: 5
exchange-correlation grid ratio: 1
k mesh: 1 x 1 x 1, Gamma-centred
self-consistency stop: 5e-08 eV per atom in the density residual
occupations: fixed
spin: none
net charge: +1 e, with a uniform compensating background and no finite-size correction

Cell vectors (angstrom)
a  10.938  0  0
b  0  10.938  0
c  0  0  32.4191

Atoms: element, x, y, z (angstrom)
Si  0.4842  -0.5438  24.843
Si  5.5858  -0.2715  25.0069
Si  2.5984  2.9544  25.0368
Si  8.0907  2.9758  24.7486
Si  0.3756  5.2434  24.9293
Si  4.8672  6.031  24.9132
Si  2.7288  8.2413  25.4031
Si  7.9727  8.5657  24.8227
Si  1.3891  1.2775  26.1788
Si  6.8068  1.4593  26.1137
Si  4.0858  4.2318  26.301
Si  9.5847  4.1352  26.1724
Si  1.2953  6.7894  26.4515
Si  6.7893  6.8976  26.0996
Si  4.1886  9.6056  26.5477
Si  9.6041  9.5943  26.1893
Si  2.7217  0.049  27.694
Si  8.2039  0.068  27.5519
Si  -0.0098  2.6977  27.5643
Si  5.4658  2.774  27.5905
Si  2.7182  5.4669  27.7318
Si  8.1779  5.5007  27.5422
Si  -0.0803  8.2249  27.6679
Si  5.547  8.1457  27.7026
Si  4.1018  1.3673  29.0008
Si  9.5708  1.3673  29.0008
Si  1.3673  4.1018  29.0008
Si  6.8362  4.1018  29.0008
Si  4.1018  6.8362  29.0008
Si  9.5708  6.8362  29.0008
Si  1.3673  9.5708  29.0008
Si  6.8362  9.5708  29.0008
Si  0  0  30.3681
Si  5.469  0  30.3681
Si  2.7345  2.7345  30.3681
Si  8.2035  2.7345  30.3681
Si  0  5.469  30.3681
Si  5.469  5.469  30.3681
Si  2.7345  8.2035  30.3681
Si  8.2035  8.2035  30.3681
Si  1.3673  1.3673  31.7353
Si  6.8362  1.3673  31.7353
Si  4.1018  4.1018  31.7353
Si  9.5708  4.1018  31.7353
Si  1.3673  6.8362  31.7353
Si  6.8362  6.8362  31.7353
Si  4.1018  9.5708  31.7353
Si  9.5708  9.5708  31.7353
Si  2.7345  0  0.6835
Si  8.2035  0  0.6835
Si  0  2.7345  0.6835
Si  5.469  2.7345  0.6835
Si  2.7345  5.469  0.6835
Si  8.2035  5.469  0.6835
Si  0  8.2035  0.6835
Si  5.469  8.2035  0.6835
Si  4.1018  1.3673  2.0507
Si  9.5708  1.3673  2.0507
Si  1.3673  4.1018  2.0507
Si  6.8362  4.1018  2.0507
Si  4.1018  6.8362  2.0507
Si  9.5708  6.8362  2.0507
Si  1.3673  9.5708  2.0507
Si  6.8362  9.5708  2.0507
Si  0  0  3.418
Si  5.469  0  3.418
Si  2.7345  2.7345  3.418
Si  8.2035  2.7345  3.418
Si  0  5.469  3.418
Si  5.469  5.469  3.418
Si  2.7345  8.2035  3.418
Si  8.2035  8.2035  3.418
Si  1.316  1.404  4.7534
Si  6.8482  1.366  4.8572
Si  4.1836  4.0309  4.7453
Si  9.5503  4.1124  4.8508
Si  1.3772  6.8089  4.7548
Si  6.8548  6.8007  4.7924
Si  4.1389  9.5414  4.7619
Si  9.5579  9.5892  4.7723
Si  2.8498  0.1024  6.0354
Si  8.1857  -0.0647  6.2254
Si  -0.0498  2.697  6.2162
Si  5.554  2.7921  6.2887
Si  2.7283  5.3483  5.9868
Si  8.2153  5.5003  6.2873
Si  -0.0433  8.118  6.1243
Si  5.4337  8.1247  6.131
Si  3.8572  1.6925  7.4803
Si  9.8216  1.0332  7.5413
Si  1.6013  3.8728  7.4043
Si  6.603  4.4646  7.7126
Si  4.1964  6.5066  7.3358
Si  9.3362  7.1261  7.625
Si  1.1037  9.9137  6.9806
Si  6.976  9.2554  7.4774
O  11.0372  5.9148  23.4508
O  4.5568  0.0438  23.761
O  8.141  8.2012  8.0596
O  2.7035  2.7654  7.9517
O  7.1914  4.1044  23.9443
O  1.6894  9.2669  24.6028
O  5.3725  5.5297  7.9433
O  0.116  -0.0741  7.8514
O  7.0722  4.1977  9.2847
O  6.0893  9.9236  8.6929
O  10.1594  6.5914  8.9528
O  3.4443  9.447  9.0372
O  4.3932  0.9864  8.8562
O  1.0729  4.6788  8.7244
O  9.302  1.4432  9.0318
O  3.2453  6.8971  8.6158
O  7.424  6.2687  22.3201
O  8.8907  2.16  23.5585
O  5.1253  5.5159  23.3772
O  3.3543  2.4185  23.6732
O  10.9499  -0.2343  23.2917
O  3.7431  7.2117  24.5796
O  1.4553  4.0486  24.5885
O  6.7701  9.6521  24.4456
Si  14.6661  1.0816  22.8216
Si  -1.246  2.6157  22.2063
Si  0.7543  11.5597  22.1006
Si  11.6889  0.811  14.9566
Si  5.9669  -0.6502  12.0872
Si  11.7162  15.779  12.6634
Si  9.4352  1.5998  10.6594
Si  5.3235  4.0656  20.0499
Si  9.9907  8.0814  13.5161
Si  10.4916  -2.9484  16.5087
Si  10.8721  5.2977  9.6881
Si  -0.2457  5.4775  21.9071
Si  8.6967  -1.2687  11.4984
Si  8.8515  5.0935  13.2107
Si  7.3251  3.613  15.6278
Si  12.3524  6.0698  15.4067
Si  5.7548  5.705  17.3953
Si  4.7068  10.429  9.4104
Si  13.4768  1.4993  18.7399
Si  9.7286  0.7974  19.8729
Si  -1.026  2.3051  17.0006
Si  12.679  9.93  17.2168
Si  5.2108  1.1392  20.1133
Si  3.6518  7.7879  16.4747
Si  13.0761  4.1561  20.0783
Si  -3.5441  9.7015  19.8462
Si  8.4494  7.4667  21.9601
Si  2.6519  2.4528  13.382
Si  5.7455  -1.3865  14.9439
Si  2.9623  8.036  9.7302
Si  -3.4721  -2.6197  17.1062
Si  0.8849  11.6877  11.984
Si  6.5268  4.9995  22.7427
Si  1.6733  -7.0986  17.2602
Si  11.3159  8.8635  10.9997
Si  5.5359  1.4607  14.1208
Si  8.1686  4.0939  10.492
O  8.2234  2.5904  11.1005
O  5.8111  -1.6842  13.3331
O  9.89  1.5557  18.4455
O  3.7333  -6.6215  20.4369
O  -1.1935  8.907  10.4829
O  0.147  0.2263  20.6304
O  1.3385  8.0847  9.9373
O  15.1687  2.4054  13.7764
O  18.0705  -1.295  11.1304
O  12.5726  0.2159  18.2917
O  11.0488  6.4487  16.3412
O  10.4408  -2.364  14.9847
O  7.9963  4.5545  14.4686
O  13.3314  12.2585  12.225
O  6.867  6.8186  17.0381
O  11.202  11.2862  13.4562
O  13.0382  4.6937  15.9431
O  19.7349  -0.483  19.5853
O  0.3267  13.1217  22.3817
O  6.1835  0.8426  12.7378
O  5.7178  2.5686  19.4826
O  -1.9077  1.8446  20.9286
O  5.2209  0.1685  15.1007
O  7.9868  5.0891  11.7835
O  12.6725  2.104  14.6944
O  6.2194  4.1731  21.3972
O  1.8495  4.7794  18.5922
O  1.0073  10.3622  11.056
O  3.9243  0.7661  19.1808
O  11.422  8.9281  17.4453
O  11.5633  5.5303  11.1619
O  10.9748  12.8487  11.152
O  3.0867  -1.9351  17.429
O  6.1486  4.4385  16.4207
O  -2.1948  8.1908  23.4091
O  1.0678  16.8895  13.8213
O  10.2348  4.1998  13.0136
O  5.7777  5.1679  18.9358
O  9.6373  4.2204  21.9547
O  4.3023  6.4636  17.1933
O  3.7721  7.7873  11.1185
O  4.7503  -0.4798  11.0246
O  7.6992  8.5331  20.9627
O  1.9075  2.4928  19.9297
O  9.0544  -2.874  17.2192
O  -1.1027  6.7822  21.3354
O  -2.0917  -1.8222  13.0081
O  9.1231  0.2746  11.5023
O  -0.5567  12.1799  15.838
O  4.7201  8.4511  15.4845
O  8.4771  3.0014  16.6279
O  2.4452  -3.6326  15.5079
O  -4.6788  10.8316  20.2234
O  9.6445  4.2442  9.8017
O  13.5869  2.5207  17.4451
O  2.3655  0.4028  22.2149
O  11.2652  8.1817  12.4775
O  6.6312  2.3719  14.8606
O  -1.6658  6.6253  13.5237
O  0.0991  3.4692  17.1054
O  12.0471  4.9635  21.0943
O  4.7158  1.5016  21.6192
O  7.1242  -1.6852  15.7918
O  12.5661  -0.3477  15.7117
O  6.8893  -1.9124  18.4548
O  13.0208  3.8531  12.7278
H  3.8588  6.8861  11.471

Results
free energy: -135753.850 eV
free energy less fixed offsets of H -15.97, O -568.88, Si -635.61 eV per atom: -2.550 eV

Forces (eV/angstrom), in the order of the atoms: element, x, y, z
Si  -0.0027  0.0022  0.0026
Si  -0.0015  0.0015  -0.004
Si  0.0005  -0.0011  0.0003
Si  0  0.0002  -0.0023
Si  0.0007  -0.0003  -0.0032
Si  0.0032  -0.0011  0
Si  -0.0002  -0.0013  -0.0035
Si  0.0001  -0.0008  -0.0026
Si  0.0004  -0.0012  -0.0011
Si  -0.0006  -0.0003  0.0007
Si  0.0006  -0.0001  -0.0017
Si  -0.0017  0.0011  0
Si  -0.0004  0.0005  0.0004
Si  -0.0011  -0.0012  -0.001
Si  -0.0002  0.0006  0.0009
Si  0.0031  -0.0011  -0.001
Si  -0.0002  0.0021  0.0013
Si  0.0005  0.001  0.0019
Si  0.0011  -0.0013  0.0018
Si  -0.0006  0.0007  0.0009
Si  -0.0005  -0.001  0.0019
Si  0.0001  0.0011  0.0006
Si  -0.0019  0.0006  0.0012
Si  0.0004  -0.001  0.0009
Si  0.1204  0.5442  0.128
Si  -0.0634  0.1033  -0.2283
Si  -0.3038  -0.5617  0.1296
Si  0.1395  0.1556  -0.375
Si  0.1792  -0.0605  0.5152
Si  -0.5948  -0.097  0.0384
Si  -0.1881  0.0086  0.0762
Si  0.5262  0.2529  -0.0647
Si  -0.0103  -0.0528  -0.0008
Si  0.0587  0.0338  -0.0642
Si  0.0143  0.0188  0.0488
Si  0.0821  0.0228  -0.048
Si  -0.0791  -0.145  -0.056
Si  -0.0794  0.014  0.032
Si  0.0918  -0.0045  -0.0186
Si  0.069  0.059  0.0507
Si  0.0364  0.0023  -0.0288
Si  -0.0483  -0.0061  -0.0264
Si  -0.0054  -0.0105  -0.0052
Si  -0.0037  0.0715  0.0007
Si  0.0055  0.016  -0.0422
Si  -0.0296  0.0241  -0.0277
Si  -0.0679  0.0242  -0.0258
Si  0.0145  -0.0342  -0.0087
Si  0.0425  -0.0211  0.017
Si  0.0105  -0.0124  0.0056
Si  0.0189  -0.023  0.0156
Si  0.0049  0.0041  0.0309
Si  0.0286  0.0005  0.0157
Si  0.0229  -0.0337  0.0139
Si  0.0074  0.0165  0.0316
Si  -0.0124  -0.0327  0.0214
Si  -0.1278  -0.0541  -0.0266
Si  0.0042  -0.0057  0.0172
Si  -0.012  0.0311  0.0218
Si  -0.0615  0.0609  -0.0276
Si  -0.0075  -0.003  0.0445
Si  -0.0393  -0.0125  -0.0133
Si  0.029  -0.0218  0.0065
Si  0.034  0.0938  0.0186
Si  -0.0793  -0.0222  -0.2543
Si  0.2312  0.1889  0.1427
Si  0.2296  -0.1392  -0.2511
Si  -0.055  0.0448  0.4388
Si  -0.2857  -0.1838  0.069
Si  0.2711  -0.1323  -0.2406
Si  -0.0674  0.0731  -0.0768
Si  -0.0278  -0.1997  -0.0254
Si  -0.0004  -0.0039  0.0008
Si  0.0022  0.0015  -0.0003
Si  0.0017  0.001  -0.0004
Si  -0.0019  -0.0005  -0.0001
Si  0.0029  0.002  -0.0012
Si  0  0.0015  -0.0027
Si  -0.0051  -0.0015  -0.0017
Si  0.0021  -0.0011  -0.0003
Si  0.0194  0.02  -0.0075
Si  -0.0013  -0.0013  0.0024
Si  0.0014  -0.0003  0.0011
Si  -0.0014  -0.0012  0.0005
Si  -0.0026  -0.0018  -0.0025
Si  0.0007  -0.0015  0.004
Si  -0.0037  0.0039  0.0053
Si  0.0012  -0.0013  0.0063
Si  -0.0047  -0.0076  -0.0068
Si  -0.0007  -0.0005  -0.0055
Si  0  -0.001  0.0034
Si  0.0042  -0.0017  -0.0043
Si  0.0051  0.0058  0
Si  0.0025  -0.0015  -0.0098
Si  -0.0118  -0.013  0.0029
Si  -0.0032  0.0007  -0.0052
O  0.0001  -0.0002  0.0009
O  0.001  -0.0012  0.0012
O  0.0014  0.0026  0.0038
O  0.0006  0.001  0.0003
O  0.0002  -0.0006  0.0004
O  -0.0002  0.0004  0.0002
O  -0.005  0.0023  -0.002
O  -0.0014  0.0002  0.0069
O  0.0014  0.0005  0.0051
O  -0.0067  -0.0002  0.0011
O  -0.0008  -0.0002  0.0018
O  0.0021  -0.0034  0
O  -0.0007  0.0064  0.0004
O  0.0013  -0.0014  -0.0023
O  0.0007  -0.0006  0.0014
O  0.0003  0.0067  0.0066
O  0.0001  0.0002  -0.0002
O  -0.0002  0.0001  0.0011
O  -0.0006  0  -0.0001
O  0  -0.0003  -0.0002
O  0.0004  -0.0004  -0.0008
O  0.0002  -0.0003  0.002
O  -0.0008  0.0008  0.0007
O  -0.0006  -0.0001  0.0031
Si  0.0001  0.0009  0.0009
Si  0.0002  0.0001  0.0006
Si  -0.0002  0  0.0007
Si  -0.0003  0.0004  0.0001
Si  -0.0004  0.0014  -0.0027
Si  0.0007  -0.0004  -0.0023
Si  0.0003  0.0014  -0.0019
Si  -0.0001  -0.0001  0.0002
Si  -0.0023  -0.0004  0.0007
Si  -0.0001  0.0003  0.0007
Si  -0.0006  0.0012  -0.0015
Si  0  -0.0001  0.0006
Si  -0.0028  -0.0028  -0.0049
Si  -0.0008  0.0005  -0.0015
Si  -0.0004  0  0.0008
Si  -0.0004  -0.0006  -0.0008
Si  -0.0001  -0.0003  -0.0002
Si  -0.001  -0.0076  0.0045
Si  -0.0001  -0.0002  0.0004
Si  -0.0003  -0.0002  0.0005
Si  -0.0005  0.0002  0.0004
Si  0.0002  0.0001  0.0002
Si  -0.0001  0  0.0003
Si  -0.0004  -0.0005  0.0011
Si  0  0.0002  0.0003
Si  -0.0003  -0.0001  0
Si  -0.0005  -0.0001  0.0002
Si  0.0005  0.0012  -0.0015
Si  0.0008  0.0013  -0.0001
Si  0.0027  -0.0032  -0.0067
Si  -0.0016  0  -0.0001
Si  -0.0008  0.0006  -0.002
Si  -0.0005  0.0002  0.0011
Si  -0.0002  -0.0002  0.0006
Si  -0.0029  -0.0021  -0.0027
Si  -0.0009  0.0005  -0.0021
Si  -0.0012  0.0015  -0.002
O  -0.0002  0.0007  0.0009
O  -0.0004  -0.0018  -0.0003
O  -0.0003  0.0001  -0.0005
O  -0.0001  0  0.0003
O  0.0007  -0.0018  -0.0031
O  0.0003  -0.0001  -0.0001
O  0.0024  -0.0022  -0.0014
O  -0.0009  0.0002  0.0007
O  -0.0025  -0.0008  -0.0022
O  -0.0001  0.0002  -0.0002
O  0.0006  -0.0009  -0.0002
O  0.0005  0.0008  -0.0003
O  0.0011  0.001  -0.0015
O  -0.0006  -0.0008  0.0006
O  -0.0006  -0.0001  0.0002
O  -0.0011  -0.0006  -0.0001
O  -0.0002  0.0003  -0.0004
O  0  -0.0002  0.0003
O  -0.0001  0.0001  -0.0006
O  -0.0002  0.0002  -0.0001
O  0  0  0
O  -0.0002  0  -0.0007
O  -0.0012  -0.0007  0.0015
O  0.001  -0.0006  0.0008
O  -0.0006  -0.0001  0.0007
O  -0.0002  0  -0.0003
O  -0.0001  -0.0001  0.0007
O  0.0017  0.005  0.0015
O  -0.0003  0  0
O  -0.0006  -0.0001  0.0001
O  -0.0002  0.0005  0.0006
O  0.0005  -0.0001  0.0012
O  -0.0001  0.0004  0.0005
O  -0.0008  0.0006  0.0013
O  -0.0002  0.0003  0.0005
O  -0.0004  0.0007  0.0016
O  -0.0005  -0.0005  0.001
O  -0.0004  0.0001  -0.0002
O  -0.0003  0.0002  0.0001
O  -0.0003  -0.0001  -0.0001
O  0.0518  -0.1549  0.0679
O  -0.0015  0.0007  -0.0067
O  -0.0003  -0.0001  0.0002
O  -0.0003  -0.0002  -0.0003
O  0.0011  -0.0001  0.0006
O  0  0.0001  -0.0002
O  0.0015  -0.0034  0.0089
O  0.0033  0.0066  0.0031
O  -0.0002  -0.0002  0.0002
O  -0.0015  -0.0017  -0.0006
O  0.0003  -0.0003  0.0005
O  -0.0009  0  -0.0004
O  -0.0002  0  0
O  0.0001  -0.0009  0.0011
O  0  -0.0002  0.0002
O  -0.0001  -0.0001  -0.0004
O  0.0013  -0.002  0.0036
O  0.0001  -0.0009  0.0008
O  -0.0008  -0.0006  0.0009
O  -0.0005  -0.0001  0.0002
O  0  0  0
O  -0.0001  0  -0.0004
O  0.0007  0.0004  -0.0004
O  -0.0003  -0.0002  0
O  -0.0004  0.0004  0.001
O  -0.0011  -0.0003  0.0008
H  -0.0539  0.1578  -0.0673

The program warned: the cutoff lies below the one the program advises for these potential files; the exchange-correlation potential is rough where the density is thin.
